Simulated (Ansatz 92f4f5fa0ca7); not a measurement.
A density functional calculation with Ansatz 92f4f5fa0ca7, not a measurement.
Periodic cell of 221 atoms, Si132O88H1, from a study of silicon, its oxide and their interface. The atomic structure is a simulated model.

Settings: functional PBE; potential files Ansatz PAW; basis plane waves; wave-function cutoff 700 eV; density cutoff ratio 5; exchange-correlation grid ratio 1; k mesh 2 x 2 x 1, shifted by 0.5 0.5 0.5 of a step; self-consistency stop 5e-08 eV per atom in the density residual; occupations fixed; spin none; net charge +1 e, with a uniform compensating background and no finite-size correction.

Cell vectors (angstrom)
a, 10.938, 0, 0
b, 0, 10.938, 0
c, 0, 0, 32.1629

Atoms and the computed forces on them: element, x, y, z (angstrom), force x, y, z (eV/angstrom)
Si, 0.188, -0.136, 24.5009, -0.0135, -0.0179, -0.0335
Si, 5.5895, -0.3119, 24.7646, -0.0058, -0.0216, -0.011
Si, 2.5146, 3.047, 24.4889, 0.0116, 0.0117, -0.0278
Si, 8.0811, 2.9706, 25.0594, 0.0229, 0.0302, -0.0087
Si, 0.0402, 5.1254, 24.6762, -0.0334, -0.0273, -0.009
Si, 5.8213, 5.1445, 24.6525, 0.0076, -0.0302, -0.0278
Si, 2.4436, 8.5115, 24.6071, 0.0192, 0.0308, -0.0228
Si, 7.9889, 8.5934, 24.7962, 0.0047, 0.0216, -0.0159
Si, 1.3993, 1.4088, 25.8544, -0.0081, 0.0101, 0.0284
Si, 6.7507, 1.33, 26.043, 0.0121, -0.01, -0.0002
Si, 4.0687, 4.1595, 25.9225, -0.0013, -0.0221, -0.011
Si, 9.6154, 4.1318, 26.3147, 0.0151, 0.0333, -0.025
Si, 1.2683, 6.8461, 25.8455, 0.0113, -0.0124, 0.0277
Si, 6.8556, 6.8554, 25.9563, -0.0089, 0.0125, 0.0081
Si, 4.0282, 9.5056, 26.0847, 0.0054, 0.0057, -0.0258
Si, 9.5869, 9.7304, 26.0361, 0.0127, 0.0069, -0.0209
Si, 2.7152, 0.0479, 27.3541, -0.0267, 0.0008, 0.0008
Si, 8.1807, 0.0582, 27.4183, -0.004, -0.019, -0.0023
Si, 0.0676, 2.6561, 27.4186, 0.0318, 0.0021, -0.0058
Si, 5.3968, 2.756, 27.3581, -0.0007, 0.0122, -0.0069
Si, 2.6972, 5.536, 27.3057, -0.0048, -0.0065, 0.0017
Si, 8.1782, 5.5534, 27.4449, -0.0298, 0.0039, -0.0129
Si, -0.0315, 8.2158, 27.3305, 0.0196, -0.0031, -0.0015
Si, 5.4568, 8.1566, 27.3828, 0.0077, 0.0102, -0.0048
Si, 4.1018, 1.3673, 28.7446, -0.2159, 0.1252, 0.0714
Si, 9.5708, 1.3673, 28.7446, 0.1024, 0.0214, 0.4525
Si, 1.3673, 4.1018, 28.7446, 0.3543, 0.0615, -0.1989
Si, 6.8362, 4.1018, 28.7446, -0.2775, 0.0284, -0.1502
Si, 4.1018, 6.8362, 28.7446, -0.2079, -0.2066, 0.0405
Si, 9.5708, 6.8362, 28.7446, 0.1021, 0.5763, 0.3536
Si, 1.3673, 9.5708, 28.7446, -0.1022, 0.0513, -0.3734
Si, 6.8362, 9.5708, 28.7446, -0.0201, -0.1691, -0.0984
Si, 0, 0, 30.1119, -0.1363, -0.1131, 0.0287
Si, 5.469, 0, 30.1119, -0.0091, -0.0138, -0.0593
Si, 2.7345, 2.7345, 30.1119, 0.1176, 0.0854, 0.0326
Si, 8.2035, 2.7345, 30.1119, 0.1197, 0.0378, -0.0323
Si, 0, 5.469, 30.1119, -0.0194, -0.0072, -0.0675
Si, 5.469, 5.469, 30.1119, -0.0967, -0.1323, 0.0205
Si, 2.7345, 8.2035, 30.1119, 0.0466, 0.0321, -0.0538
Si, 8.2035, 8.2035, 30.1119, 0.1218, 0.0435, 0.0512
Si, 1.3673, 1.3673, 31.4791, -0.0195, 0.0432, -0.0252
Si, 6.8362, 1.3673, 31.4791, -0.0217, -0.0207, -0.0127
Si, 4.1018, 4.1018, 31.4791, -0.0127, -0.0401, 0.0326
Si, 9.5708, 4.1018, 31.4791, -0.0444, 0.0322, 0.0073
Si, 1.3673, 6.8362, 31.4791, 0.0119, 0.0049, -0.0138
Si, 6.8362, 6.8362, 31.4791, -0.0006, 0.0424, -0.0181
Si, 4.1018, 9.5708, 31.4791, -0.0148, -0.0026, 0.0068
Si, 9.5708, 9.5708, 31.4791, -0.0309, 0.0294, 0.0352
Si, 2.7345, 0, 0.6835, -0.0115, -0.0017, 0.0078
Si, 8.2035, 0, 0.6835, 0.0583, 0.008, -0.0058
Si, 0, 2.7345, 0.6835, -0.0136, -0.028, 0.0046
Si, 5.469, 2.7345, 0.6835, 0.0542, -0.0083, -0.0122
Si, 2.7345, 5.469, 0.6835, 0.0064, -0.0099, -0.012
Si, 8.2035, 5.469, 0.6835, 0.0225, -0.0437, 0.0125
Si, 0, 8.2035, 0.6835, -0.0152, -0.0102, -0.0155
Si, 5.469, 8.2035, 0.6835, 0.0265, -0.005, 0.0102
Si, 4.1018, 1.3673, 2.0507, 0.0342, 0.0827, 0.0363
Si, 9.5708, 1.3673, 2.0507, -0.0596, -0.0575, -0.0168
Si, 1.3673, 4.1018, 2.0507, 0.0781, 0.046, -0.0132
Si, 6.8362, 4.1018, 2.0507, -0.0826, -0.063, 0.0099
Si, 4.1018, 6.8362, 2.0507, -0.106, -0.0377, 0.0158
Si, 9.5708, 6.8362, 2.0507, 0.0394, 0.0814, 0.0286
Si, 1.3673, 9.5708, 2.0507, -0.0595, -0.0382, 0.0124
Si, 6.8362, 9.5708, 2.0507, -0.046, 0.0088, -0.0063
Si, 0, 0, 3.418, -0.3463, -0.1618, -0.3134
Si, 5.469, 0, 3.418, 0.2968, -0.0675, 0.1202
Si, 2.7345, 2.7345, 3.418, 0.3288, 0.5197, -0.2501
Si, 8.2035, 2.7345, 3.418, -0.0222, -0.0906, 0.1631
Si, 0, 5.469, 3.418, 0.1762, 0.0016, 0.2676
Si, 5.469, 5.469, 3.418, -0.1323, -0.4489, 0.0271
Si, 2.7345, 8.2035, 3.418, -0.0861, -0.2328, -0.1247
Si, 8.2035, 8.2035, 3.418, 0.0686, -0.0069, 0.0387
Si, 1.3622, 1.3889, 4.6724, -0.0073, 0.0104, 0.0122
Si, 6.8628, 1.3403, 4.8244, -0.0117, 0.0038, -0.0196
Si, 4.1292, 4.0736, 4.863, 0.0054, 0.0054, 0.0019
Si, 9.5799, 4.0895, 4.7904, -0.0204, 0.0061, 0.0014
Si, 1.3908, 6.8396, 4.8285, 0.0089, -0.0198, -0.0088
Si, 6.8861, 6.7468, 4.7588, -0.0055, -0.0085, 0.0259
Si, 4.1246, 9.5197, 4.7476, 0.0069, -0.0219, 0.0225
Si, 9.5606, 9.569, 4.8027, -0.0037, -0.0082, 0.003
Si, 2.6646, -0.052, 5.9381, 0.0328, 0.0117, -0.0009
Si, 8.2029, -0.0121, 6.2446, -0.0021, 0.0036, 0.0021
Si, 0.0286, 2.6977, 6.0819, 0.0013, 0.0232, 0.0116
Si, 5.4595, 2.5779, 6.2579, 0.0263, -0.0049, -0.0025
Si, 2.7396, 5.5038, 6.2861, -0.0018, 0.0221, -0.0309
Si, 8.1871, 5.3623, 6.213, 0.0148, 0.0068, -0.0002
Si, -0.0411, 8.1516, 6.1687, 0.0234, 0.0208, -0.0023
Si, 5.4865, 8.1056, 6.085, -0.0234, 0.0151, -0.0185
Si, 3.7174, 1.3721, 7.4427, -0.0416, 0.0443, 0.0417
Si, 9.9058, 1.1278, 7.4504, 0.0339, 0.0029, 0.0411
Si, 1.6235, 3.7798, 7.4344, 0.0167, -0.0403, 0.0463
Si, 6.6577, 4.1229, 7.57, 0.0041, 0.0058, 0.0296
Si, 4.5216, 6.5083, 7.562, 0.0592, -0.0019, 0.0162
Si, 9.2854, 7.0294, 7.4674, -0.0163, 0.0192, 0.0358
Si, 1.1559, 9.8005, 7.3136, 0.0051, 0.0367, 0.0364
Si, 7.006, 9.2371, 7.41, 0.0112, -0.0303, 0.0324
O, 1.2523, 4.0995, 24.0832, 0.0011, -0.0003, -0.0168
O, 6.7801, 9.5918, 24.2263, -0.0028, 0.0014, -0.0344
O, 2.9248, 2.7943, 7.5407, -0.0182, -0.0391, 0.0301
O, 8.1612, 8.172, 7.8987, 0.0004, -0.0062, 0.0282
O, 5.5824, 5.3387, 8.0214, -0.0337, -0.0027, 0.0206
O, 0.084, -0.0139, 7.9256, -0.0092, -0.0054, 0.0226
O, 5.354, 5.5212, 23.1185, 0.0213, 0.0014, 0.0077
O, 10.5205, 0.4928, 23.0593, 0.0198, -0.0085, 0.0181
O, 2.1954, 9.3774, 8.5531, -0.0084, 0.0246, 0.0108
O, 1.2194, 3.9079, 9.0231, 0.0082, 0.0064, -0.0177
O, 9.4815, 1.9837, 8.7757, -0.0145, -0.0163, -0.0015
O, 7.604, 9.9531, 12.053, 0.0168, -0.0051, -0.0098
O, 3.519, 0.7618, 9.0038, -0.0005, -0.0123, -0.0259
O, 4.357, 7.3258, 9.3713, -0.0089, -0.0212, -0.0149
O, 7.2545, 3.3763, 8.9206, 0.0135, 0.012, -0.0116
O, 9.8571, 6.4946, 8.9198, -0.0117, 0.024, 0.0017
O, 3.3422, 2.4573, 23.1469, -0.0157, -0.0122, 0.0114
O, 4.6588, 0.1782, 23.4992, 0.0167, 0.0243, -0.0113
O, 9.2069, 2.4877, 23.9778, -0.0295, -0.0241, -0.0347
O, 9.822, 5.5761, 23.5452, 0.0296, 0.0149, 0.0018
O, 19.8884, 8.1248, 23.5416, -0.0254, -0.0264, -0.0087
O, 3.2894, 7.9691, 23.2988, -0.0309, 0.0024, -0.0115
O, 6.9892, 4.0053, 24.3805, 0.0001, 0.0033, -0.0345
O, 1.3156, 9.6389, 24.1006, -0.0071, -0.0037, -0.028
Si, 3.8405, 6.3821, 10.776, -0.0022, -0.0039, 0.007
Si, 9.1079, 4.2646, 14.6371, 0.0022, -0.0011, 0.0062
Si, 7.4377, 8.3326, 11.9491, 0.0026, -0.0019, 0.0027
Si, 4.2085, 1.2727, 22.3763, 0.0108, -0.0038, 0.0065
Si, 17.1322, 3.8245, 14.2496, -0.0009, -0.0019, 0.0001
Si, 2.7378, -0.4552, 20.1471, 0.001, 0.0029, 0.0036
Si, 7.1813, 4.1512, 19.4638, -0.0003, -0.0012, 0.0012
Si, 14.0119, 6.6279, 16.474, -0.001, -0.0048, 0.0077
Si, 1.9176, 4.1913, 10.471, -0.005, -0.0065, -0.0026
Si, 5.6982, 16.1937, 16.7577, 0.0015, -0.0038, 0.0073
Si, 3.775, 9.7414, 17.2819, 0.0023, 0.0018, 0.0014
Si, 10.2392, 4.4566, 11.7095, -0.0016, -0.0005, 0.0034
Si, 10.9127, 6.512, 16.074, -0.0052, -0.0026, 0.0043
Si, 7.9824, 1.6038, 14.5382, 0.0028, 0.0005, 0.0026
Si, 2.7968, 10.3897, 9.7004, -0.0078, 0.0009, 0.0037
Si, 9.1233, 6.7794, 22.6436, -0.0048, 0.009, 0.0157
Si, 11.1846, -1.1449, 11.2157, -0.0038, 0.0008, -0.0044
Si, 3.5889, -3.2834, 13.7492, -0.0005, 0.0022, 0.0015
Si, 5.2193, 8.7518, 9.918, 0.0127, 0.0098, 0.0005
Si, 9.5716, 1.7647, 22.5836, -0.0158, 0.0103, 0.0192
Si, 11.9355, -0.4318, 16.6034, -0.002, 0.0057, -0.0023
Si, 8.4223, 2.6424, 9.822, -0.0068, -0.0017, -0.0002
Si, -0.4218, 8.2385, 18.4112, -0.0038, -0.0044, 0.0052
Si, 11.7535, -2.0424, 14.1646, -0.0066, 0.0021, 0.0011
Si, 4.7095, 3.7993, 11.5842, 0.0066, -0.0024, 0.0029
Si, 6.0225, 6.0799, 21.7316, 0.0001, -0.0016, 0.0046
Si, 6.477, 7.7248, 14.7388, 0.0052, 0.0008, 0.002
Si, 11.5449, 6.5122, 20.6907, -0.0021, 0, -0.0012
Si, 11.0987, 1.0809, 18.8457, -0.0006, 0.0062, 0.0005
Si, 14.2262, 7.6862, 21.683, 0.0011, -0.003, 0.0022
Si, 6.9647, 1.3636, 20.7933, 0, -0.0003, 0.0067
Si, 9.9727, 7.1971, 10.3939, 0.0011, 0.0034, -0.0026
Si, -0.6411, 3.6831, 20.187, 0.0007, -0.0008, 0.0026
Si, 8.4553, -0.6177, 19.1374, -0.0029, -0.0024, 0.0056
Si, 6.842, 10.2105, 16.3949, 0.0043, 0.0032, 0.0028
Si, 8.5624, 0.324, 11.8192, -0.0018, 0.0037, 0.0001
O, 13.3708, 8.782, 13.928, -0.0059, -0.0189, 0.0046
O, 7.732, -0.7832, 17.719, -0.011, -0.0025, -0.0063
O, 6.0285, 8.1026, 11.1382, 0.0017, 0.0148, -0.0038
O, 1.6141, 10.6103, 10.8047, -0.0029, -0.024, -0.0149
O, 4.9928, -5.6883, 10.8435, -0.0346, 0.0104, 0.0022
O, 9.9984, 7.1996, 17.2506, 0.03, 0.0066, 0.0005
O, 6.2575, 4.9505, 20.5669, 0.0079, -0.0009, -0.0062
O, 6.6498, 13.2464, 13.9072, 0.0225, 0.0259, 0.016
O, 3.5927, 7.1613, 12.1736, 0.0028, -0.003, 0.0087
O, 2.4096, 5.7664, 10.3194, 0.032, -0.0077, 0.0137
O, 7.5735, 4.7535, 14.2417, -0.0057, -0.032, 0.0114
O, 11.4279, -1.601, 17.623, -0.0021, 0.008, -0.0158
O, 9.8959, 4.1625, 13.2385, -0.0133, 0.0073, -0.0007
O, 0.6262, 7.4514, 19.3663, -0.0127, -0.0063, -0.0033
O, 6.9597, 2.5232, 19.616, -0.0005, 0.0064, 0.0083
O, 12.43, 6.1967, 16.6838, -0.0085, 0.0176, -0.0147
O, 17.2263, 6.5273, 15.8515, -0.0188, -0.0107, -0.0044
O, 13.0286, 6.5904, 21.3874, 0.0035, 0.0245, -0.0019
O, 3.2802, 0.6412, 21.2123, 0.0066, -0.0081, 0.0075
O, 0.7736, 3.8053, 11.5326, -0.0123, 0.0071, -0.0124
O, 7.2215, -0.1373, 20.131, 0.0081, 0.0118, -0.0142
O, 8.16, 1.3893, 21.8946, 0.0091, 0.0089, -0.009
O, -1.6576, 8.891, 19.2881, 0.0247, 0.0002, -0.015
O, 2.7777, 9.0384, 20.9128, 0.0033, -0.0086, 0.0114
O, 12.2296, 0.1994, 19.6746, -0.0031, 0.0049, -0.0167
O, 6.0883, 9.5243, 8.7966, 0.0095, -0.0047, 0.0127
O, 8.555, 7.7351, 10.9571, 0.0093, 0.002, 0.0018
O, 8.8242, 0.9395, 13.3051, -0.0214, 0.0015, -0.0068
O, 7.3861, 11.5158, 15.6173, 0.0031, -0.0019, -0.0088
O, 5.6452, 2.5668, 11.1394, -0.021, 0.0009, -0.032
O, 2.621, -0.3618, 16.491, -0.0087, -0.0211, 0.0134
O, 3.1999, 14.3151, 11.0831, 0.0139, 0.0192, -0.0005
O, -6.7716, 5.652, 17.2304, 0.0114, 0.0117, -0.0307
O, 11.1242, 7.5208, 14.7883, 0.012, 0.0061, 0.013
O, 4.0301, 9.6698, 10.4967, 0.0012, -0.0103, -0.03
O, 3.4362, 8.143, 17.023, -0.0025, 0.0053, -0.0086
O, 10.0091, 5.2198, 15.6101, 0.0009, 0.0042, -0.0129
O, 10.2903, 2.8383, 21.5953, -0.0069, -0.0019, -0.0071
O, 5.0327, 15.1101, 13.1463, 0.0123, -0.0125, 0.003
O, 4.828, 7.1665, 21.2593, -0.0153, -0.0075, 0.0107
O, 11.0313, 2.6847, 19.1197, -0.0042, -0.0051, 0.0102
O, 8.93, 2.748, 15.2582, -0.0231, 0.0068, -0.0326
O, 3.7007, -0.7236, 18.8455, -0.0172, 0.0061, -0.0116
O, 5.5907, 1.6892, 21.6129, -0.0024, -0.0072, 0.0015
O, 5.241, 10.1745, 16.7119, 0.0066, -0.0116, -0.0034
O, 7.9137, 1.408, 10.7762, 0.0173, 0.0089, 0.0043
O, 9.6016, 0.5387, 19.2271, 0.0064, -0.0144, -0.0077
O, 17.615, 4.7804, 18.0053, -0.01, -0.0026, -0.0045
O, 7.5931, 6.5301, 22.0629, -0.0035, 0.0063, -0.0089
O, -5.8961, -2.6745, 14.1439, -0.0037, -0.0161, 0.0011
O, 7.3748, -3.4316, 13.3586, -0.003, 0.0176, -0.0209
O, 11.3843, -0.7602, 15.106, 0.0167, -0.0237, 0.0111
O, 10.26, 7.0904, 21.5282, 0.0038, -0.0225, 0.0013
O, 9.1259, 3.8077, 10.7133, 0.0085, -0.0134, 0.0064
O, 8.818, -6.6507, 19.7163, 0.006, -0.005, 0.0046
O, 0.4306, 11.8956, 17.2276, 0.0041, -0.0272, 0.0203
O, 16.4957, 3.9803, 15.7402, 0.0191, 0.0222, -0.0081
O, 11.1095, -1.7491, 12.7164, 0.0076, 0.004, 0.0067
O, 11.2931, 4.9483, 20.349, -0.014, 0.0162, 0.0028
O, 0.0524, 8.4743, 10.2526, -0.0228, 0.0009, 0.0185
O, 10.45, 6.0505, 11.4315, -0.0052, -0.0112, -0.0108
O, 9.96, -0.0943, 11.0943, -0.0016, -0.0151, 0.0135
O, 14.234, 6.4694, 14.8351, 0.0059, 0.024, 0.0135
O, 7.239, 8.9238, 15.4958, -0.0217, 0.0013, 0.0011
H, 5.2626, 1.9602, 10.4867, 0.011, 0.0182, 0.0359

Results
free energy: -133997.295 eV
free energy less fixed offsets of H -17.10, O -569.03, Si -635.61 eV per atom: -5.035 eV

The program warned: the cutoff lies below the one the program advises for these potential files; the exchange-correlation potential is rough where the density is thin.
